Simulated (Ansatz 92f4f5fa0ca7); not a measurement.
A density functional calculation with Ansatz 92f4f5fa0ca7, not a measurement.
Periodic cell of 256 atoms, Si144O112, from a study of silicon, its oxide and their interface. The atomic structure is a simulated model.
This geometry differs little from another in the collection (a relaxation step or a small displacement).

Settings: functional r2SCAN; potential files Ansatz PAW; basis plane waves; wave-function cutoff 800 eV; density cutoff ratio 5; exchange-correlation grid ratio 1; k mesh 1 x 1 x 1, shifted by 0.5 0.5 0 of a step; self-consistency stop 1e-10 eV per atom in the density residual; occupations fixed; spin none; net charge 0.

Cell vectors (angstrom)
a, 10.887, 0, 0
b, 0, 10.887, 0
c, 0, 0, 36.1327

Atoms and the computed forces on them: element, x, y, z (angstrom), force x, y, z (eV/angstrom)
Si, -0.1837, -0.1691, -0.3944, -0.0097, -0.0081, -0.1381
Si, 2.3253, 3.0472, 0.0949, 0.0163, -0.0109, -0.0856
Si, 0.1443, 5.2984, -0.0192, -0.0239, 0.015, -0.0962
Si, 3.3319, 7.7751, 0.0545, -0.0033, 0.027, -0.1009
Si, 5.7053, -0.2217, 0.2656, -0.0145, 0.0174, -0.0872
Si, 7.6706, 3.3109, 0.0222, 0.0155, -0.0077, -0.1092
Si, 5.3821, 5.457, 0.4093, 0.0083, 0, -0.053
Si, 7.7469, 8.3462, 0.2504, 0.0108, -0.0217, -0.0922
Si, 1.1469, 1.3, 1.1215, -0.002, 0.0008, 0.0054
Si, 3.9272, 4.0483, 1.5209, 0.0018, 0.0013, 0.0014
Si, 1.459, 6.8133, 1.2359, 0.003, -0.0011, 0.0058
Si, 4.1529, 9.447, 1.5073, 0.0005, 0.0009, 0.0024
Si, 6.8327, 1.4884, 1.3684, -0.0006, 0.0012, 0.0056
Si, 9.4168, 4.2198, 1.3387, 0.0004, 0.0008, 0.0045
Si, 6.7042, 6.8585, 1.6928, -0.0018, -0.0001, 0.0024
Si, 9.5371, 9.4711, 1.2633, -0.0017, 0.007, 0.0066
Si, -0.1178, 2.7025, 2.6137, 0.0019, -0.0002, -0.0004
Si, 2.6182, 0.0028, 2.5858, -0.0005, 0.0049, -0.002
Si, 0.0435, 8.1499, 2.6279, -0.0015, 0.0007, -0.0011
Si, 2.6547, 5.4906, 2.8101, -0.0011, 0.0035, 0.0029
Si, 5.3803, 2.6937, 2.7754, 0.0016, -0.0028, -0.0003
Si, 8.24, 0.0639, 2.6604, 0.0017, -0.0009, -0.0022
Si, 5.3981, 8.2064, 3.0161, -0.0021, 0.0011, 0.0011
Si, 8.1777, 5.5046, 2.8526, 0.0025, -0.0012, -0.001
Si, 1.2809, 4.0518, 4.037, -0.0001, 0.001, -0.0003
Si, 4.0076, 1.3108, 4.0503, -0.0002, -0.0003, -0.0005
Si, 1.3347, 9.5397, 4.0284, 0.0011, 0, 0.0003
Si, 4.0125, 6.7997, 4.2241, 0.0003, 0.0014, 0.0014
Si, 6.7656, 4.0892, 4.107, -0.0008, 0.0032, -0.0003
Si, 9.5237, 1.3776, 4.0912, 0.0001, 0.0015, -0.0017
Si, 6.8709, 9.6146, 4.1151, 0.0007, 0.0032, -0.0011
Si, 9.5839, 6.8544, 4.109, 0.0001, 0.0015, -0.0009
Si, 0.0061, 0.0122, 5.4323, 0.0014, 0.001, 0.0004
Si, 2.6884, 2.7142, 5.4083, -0.0001, 0.0011, 0.0012
Si, -0.0122, 5.429, 5.4457, -0.0001, 0.0018, 0.0003
Si, 2.662, 8.204, 5.4766, -0.0006, 0.0006, 0.0009
Si, 5.4289, 0.0156, 5.4398, 0.0002, 0.0012, -0.0001
Si, 8.1399, 2.7211, 5.4369, -0.0007, 0.0019, 0.0007
Si, 5.4296, 5.4394, 5.5006, 0.0006, 0.0011, 0.0021
Si, 8.2054, 8.2195, 5.4581, 0.001, 0.0008, -0.0006
Si, 1.3681, 1.3597, 6.8042, -0.0001, 0.001, 0
Si, 4.0625, 4.0551, 6.8102, 0, 0.0008, 0.001
Si, 1.3421, 6.7967, 6.8071, 0.0002, 0.0017, 0.0007
Si, 4.0917, 9.5217, 6.7996, 0.0008, 0.0011, 0.0004
Si, 6.7876, 1.3774, 6.7982, -0.0001, 0.0009, 0.0003
Si, 9.5085, 4.0753, 6.7916, 0.0007, 0.0015, 0.0001
Si, 6.8211, 6.8322, 6.8011, 0, 0.0013, 0.0011
Si, 9.5467, 9.5575, 6.8276, 0.0001, 0.0013, -0.0003
Si, 0.0126, 2.7433, 8.1562, 0.0006, 0.0005, 0.0005
Si, 2.7522, 0.0003, 8.1506, -0.0009, 0.0021, 0.0002
Si, 0.0002, 8.1576, 8.1608, -0.0001, 0.0009, 0.0004
Si, 2.7126, 5.4393, 8.1563, 0.0008, 0.0018, 0.0006
Si, 5.4527, 2.7189, 8.1687, 0.0006, 0.0024, 0.0006
Si, 8.1761, 0.046, 8.1614, 0.0008, 0.0004, -0.0002
Si, 5.437, 8.1621, 8.1743, 0.0003, 0.0012, 0.001
Si, 8.172, 5.445, 8.1411, 0.0003, 0.0014, 0.0004
Si, 1.3641, 4.1008, 9.5454, 0.0004, 0.0011, 0.0006
Si, 4.0991, 1.3609, 9.5193, -0.0006, 0.0012, 0.0004
Si, 1.3989, 9.5002, 9.4865, 0.0004, 0.0008, 0.0008
Si, 4.073, 6.7665, 9.5322, 0.0014, 0.0014, 0.0002
Si, 6.8248, 4.0909, 9.5073, 0.0002, 0.0017, 0.0005
Si, 9.5605, 1.3999, 9.534, -0.0009, 0.0005, -0.0008
Si, 6.812, 9.5581, 9.4866, 0.0005, 0.0005, 0.0002
Si, 9.5584, 6.7606, 9.5013, -0.0006, 0.0005, 0.0005
Si, 0.0938, 0.0182, 10.8258, -0.0002, -0.0005, 0.0003
Si, 2.7564, 2.7404, 10.8703, -0.0008, 0.0017, -0.0001
Si, 0.0223, 5.4502, 10.9542, -0.0008, 0.0017, -0.0005
Si, 2.6795, 8.1047, 10.8896, -0.0007, 0.0023, -0.0003
Si, 5.4562, 0.011, 10.8799, -0.0005, 0.0023, 0.0007
Si, 8.2343, 2.8069, 10.897, -0.0012, 0.0014, -0.0007
Si, 5.434, 5.3859, 10.8781, 0.002, 0.0008, 0.0006
Si, 8.188, 8.1505, 10.7553, 0.0009, 0, 0.0004
Si, 1.4619, 1.3626, 12.2337, 0.0016, 0.001, -0.0009
Si, 4.0982, 4.0273, 12.3132, 0.0015, -0.0009, 0.0002
Si, 1.3567, 6.7792, 12.386, -0.0022, 0.001, -0.0014
Si, 4.0548, 9.4758, 12.1626, 0.002, 0, -0.0012
Si, 6.8526, 1.4343, 12.168, -0.0006, -0.0036, -0.002
Si, 9.587, 4.1274, 12.3801, 0.0001, 0.0042, -0.0023
Si, 6.8187, 6.8118, 12.0892, -0.0014, 0.0023, -0.0016
Si, 9.6245, 9.4626, 12.0446, -0.0016, 0.0029, -0.0034
Si, 0.1381, 2.6786, 13.6768, -0.0011, -0.0008, 0.0026
Si, 2.8372, -0.0224, 13.5919, 0.0011, 0.0021, 0.0038
Si, -0.0366, 8.247, 13.6633, 0.001, -0.0017, 0.0056
Si, 2.7708, 5.3946, 13.7449, -0.0003, 0.0016, 0.0062
Si, 5.5223, 2.6795, 13.6833, -0.0007, 0.0009, 0.0068
Si, 8.2736, -0.0336, 13.2713, 0.0004, -0.0002, -0.0011
Si, 5.4278, 8.1034, 13.4432, 0.0001, 0.0016, 0.0039
Si, 8.1528, 5.6286, 13.5857, -0.0005, 0.0005, 0.0022
Si, 1.4996, 3.9677, 15.1675, 0.002, 0.0026, -0.1189
Si, 4.6015, 0.8506, 14.9474, 0.0188, -0.0113, -0.1007
Si, 1.1896, 9.8434, 14.9254, -0.0191, 0.0102, -0.0891
Si, 4.3703, 6.6382, 14.9626, 0.0118, -0.0156, -0.0862
Si, 6.5928, 4.4508, 14.8414, -0.02, 0.019, -0.0892
Si, 9.76, 1.0102, 14.7131, 0.0243, -0.0113, -0.0772
Si, 6.8425, 9.5557, 14.5388, 0.0023, -0.0056, -0.0443
Si, 9.0322, 7.3919, 14.9595, -0.0156, 0.012, -0.0858
Si, -1.1978, 4.3173, 22.6953, -0.0192, -0.0337, -0.2478
Si, -0.4238, 20.2099, 21.2545, 0.048, -0.0046, -0.1847
Si, 0.0392, 26.4154, 25.4727, -0.0083, -0.0099, -0.2488
Si, -7.6341, 15.5016, 21.7521, -0.0265, -0.0239, -0.1738
Si, 3.4088, 2.4562, 17.3407, -0.0201, 0.0034, -0.2569
Si, 8.8142, 0.7236, 21.3364, 0.0198, 0.0397, -0.2049
Si, 9.0484, 6.6445, 34.0491, -0.0293, 0.0127, -0.2633
Si, 7.6978, -5.071, 29.2501, 0.0397, -0.0057, -0.255
Si, -8.5454, 11.6772, 24.8955, -0.0329, 0.0291, -0.2769
Si, -2.5781, 8.5607, 25.2066, -0.0336, -0.0031, -0.2665
Si, -15.5384, -19.7717, 32.3177, 0.0089, 0.0093, -0.2493
Si, 0.7422, 13.391, 29.5336, 0.0174, 0.0462, -0.2329
Si, -12.6014, 25.3332, 27.8131, 0.0133, -0.0134, -0.2566
Si, 2.2402, -12.093, 33.8915, 0.0173, -0.0053, -0.2598
Si, -15.9042, 2.4226, 18.7402, -0.0083, -0.0003, -0.2324
Si, -6.829, -8.7892, 22.8134, -0.0245, 0.0071, -0.2615
Si, 0.0204, 27.8064, 16.8576, -0.0189, 0.03, -0.2015
Si, 1.0486, -7.7874, 20.8223, -0.0213, -0.0016, -0.2304
Si, -5.7694, 0.3118, 29.9439, -0.0379, -0.0105, -0.2553
Si, -8.9578, 17.8463, 25.2443, 0.0078, 0.008, -0.2207
Si, -5.8663, -4.5975, 30.5734, -0.0338, -0.0238, -0.2096
Si, 8.6557, 1.4785, 33.8935, -0.0098, -0.0116, -0.2619
Si, -0.8857, 22.4868, 31.3893, 0.0278, -0.0057, -0.2533
Si, 24.6483, 0.8974, 27.8762, -0.0251, -0.0274, -0.2643
Si, 14.8533, 12.2299, 34.2242, 0.0206, 0.009, -0.2127
Si, -7.9806, -6.4951, 26.1161, 0.0245, -0.0005, -0.2632
Si, -21.3068, 22.6231, 22.6604, -0.0153, -0.0067, -0.2173
Si, 5.6592, -4.8836, 22.6313, -0.018, 0.0022, -0.1737
Si, 13.7472, 9.4106, 26.4496, 0.0009, -0.0256, -0.2222
Si, 5.5445, 14.5559, 24.6493, 0.0047, 0.0242, -0.2316
Si, -8.4061, 15.8233, 29.2524, -0.008, -0.0407, -0.2403
Si, 3.0747, 7.363, 22.6068, 0.014, 0.018, -0.242
Si, 7.2609, 5.0186, 32.0585, -0.0326, 0.0345, -0.2534
Si, 16.8117, -11.6724, 25.8254, 0.0242, 0.0073, -0.1861
Si, 3.2588, 8.8921, 31.0471, 0.0439, -0.0107, -0.2563
Si, 8.189, 24.4193, 16.8097, -0.0132, 0.0064, -0.2187
Si, -8.568, 8.9703, 20.0182, 0.0384, -0.0052, -0.2762
Si, 0.9054, -3.2481, 29.574, 0.0029, -0.0338, -0.2341
Si, 7.8969, 3.3545, 20.5941, -0.0327, 0.0191, -0.2244
Si, -18.0883, 0.9759, 19.8252, 0.0019, 0.0073, -0.2636
Si, 18.2806, 1.8491, 26.0584, -0.0378, 0.0022, -0.2279
Si, 20.2725, -2.6585, 27.9248, 0.0011, -0.0085, -0.2491
Si, 18.8796, 20.9533, 29.8095, -0.0151, -0.0165, -0.2255
Si, -2.3615, 7.0809, 22.5744, 0.0327, -0.0093, -0.2028
Si, -1.1315, -2.2887, 31.666, 0.002, 0.0143, -0.2556
Si, -3.3295, 0.0809, 23.7981, 0.0254, 0.0118, -0.2157
Si, -0.8425, 4.0059, 18.7616, 0.0071, 0.0471, -0.2532
Si, 24.2667, 18.9021, 17.0439, 0.0083, -0.0049, -0.2436
O, -2.7816, 5.5459, -2.8121, 0.0618, 0.0417, 0.1465
O, 1.4392, 3.8189, -10.4715, 0.0205, -0.0009, 0.085
O, 2.1176, 10.1212, -10.9297, 0.0207, -0.0347, 0.1109
O, 4.0414, -0.6042, -5.3928, -0.0306, -0.0352, 0.1031
O, -8.1305, 8.2737, -17.5196, -0.0109, 0.0394, 0.2002
O, -6.4861, 6.5709, -0.387, 0.0055, -0.01, 0.0486
O, 8.1462, 7.398, -1.002, -0.035, 0.0499, 0.13
O, 4.395, 7.7235, -5.1367, -0.0095, 0.0261, 0.0743
O, 2.2456, -2.954, -9.6334, 0.0076, 0.0303, 0.1067
O, 13.774, 1.4156, -9.8294, 0.0211, -0.0029, 0.1875
O, 7.9833, 12.2918, -11.5185, -0.0101, 0.0291, 0.1288
O, 2.9188, 0.2455, -2.455, 0.0063, 0.0186, 0.0869
O, 3.0013, 8.6073, -1.3117, 0.0271, -0.0522, 0.1354
O, 8.7283, 11.4155, -5.7637, 0.0368, 0.0264, 0.1078
O, 10.3234, 5.9304, -1.3735, 0.0597, -0.0391, 0.1226
O, -1.2905, 6.8591, 16.4011, 0.0405, -0.0334, 0.1052
O, -5.0909, 16.6, 31.8766, 0.0434, -0.0315, 0.117
O, -1.3541, -3.0819, 33.0325, -0.0232, -0.0733, 0.1701
O, 0.4494, 10.1226, 22.3983, 0.014, 0.0313, 0.09
O, 1.9516, 9.3478, 16.2909, 0.0292, -0.0376, 0.1151
O, 1.3389, 17.8086, 16.8718, 0.0071, 0.0005, 0.0696
O, 7.4548, 3.8819, 16.09, 0.0391, -0.0462, 0.1138
O, -14.7255, 6.6041, 22.0077, 0.0002, 0.0055, 0.0707
O, 9.5284, 3.2037, 17.476, 0.0411, 0.0299, 0.1254
O, -8.0982, 12.7077, 18.7165, 0.0001, -0.0391, 0.1547
O, 8.6711, 1.4768, 15.8266, -0.0395, 0.0386, 0.0987
O, 17.2654, 3.3247, 20.0121, 0.0423, 0.0238, 0.1199
O, 3.169, 25.2411, 22.8969, 0.0193, -0.0214, 0.0969
O, 8.2207, 18.248, 24.1353, -0.0037, 0.0449, 0.1562
O, 5.7915, 10.6243, 15.2881, -0.0106, 0.0121, 0.037
O, 0.2447, 3.0321, 19.4331, 0.0489, -0.0285, 0.138
O, -2.2955, -3.9235, 28.5481, -0.0326, -0.0348, 0.1019
O, -3.3518, 11.1171, 22.1905, -0.0378, -0.0285, 0.1524
O, 0.0126, 10.9073, 15.3786, 0.0013, 0, 0.0424
O, 5.4871, 2.5586, 23.4329, 0.0274, 0.0204, 0.1131
O, 5.1818, 1.0087, 19.1663, -0.0208, -0.0239, 0.1001
O, -6.2397, 28.9978, 22.9971, 0.0085, 0.0027, 0.0679
O, -8.4409, 16.8122, 22.1941, -0.0036, 0.021, 0.0762
O, -1.0631, 12.2163, 22.4633, 0.0121, -0.0009, 0.0851
O, 17.3641, -6.4666, 35.7796, -0.0132, 0.0118, 0.0546
O, 4.7522, 3.248, 17.8562, 0.039, -0.0082, 0.098
O, 2.9944, 19.2064, 21.3217, 0.0227, -0.0579, 0.1569
O, -6.0768, 5.0801, 21.548, 0.0195, 0.0199, 0.0776
O, 0.2742, 4.8639, 15.7681, -0.0275, 0.0374, 0.0924
O, 4.2805, 1.0183, 28.7047, 0.0715, -0.0169, 0.1454
O, -5.4117, 5.5102, 15.4305, 0.0008, -0.0034, 0.045
O, -4.7506, -15.4695, 29.3571, -0.0304, 0.0039, 0.1016
O, 4.8339, 2.0997, 33.0991, -0.0687, -0.0235, 0.1327
O, 4.4699, -12.2023, 26.2338, -0.0249, -0.0055, 0.0748
O, -2.2398, -1.0269, 24.2909, -0.0017, -0.0373, 0.1022
O, -1.3147, -4.9982, 22.4382, -0.0038, 0.0141, 0.0761
O, 8.2564, 3.6876, 22.1497, 0.0354, 0.0225, 0.1253
O, -7.965, 10.4653, 19.9586, -0.012, -0.0072, 0.0831
O, 0.4845, 17.0969, 25.2687, -0.0058, -0.0077, 0.0705
O, -19.352, 14.8248, 20.5306, 0.0326, 0.0227, 0.096
O, 6.4431, -10.2914, 26.5682, -0.005, 0.0011, 0.0923
O, 20.4345, -11.3328, 20.5089, -0.0052, -0.0003, 0.0768
O, 0.0995, 3.8763, 21.8569, -0.0447, 0.0293, 0.128
O, -9.9092, 23.0444, 24.1349, 0.0512, -0.0003, 0.1418
O, 19.0407, 5.4453, 30.7612, -0.0106, -0.0272, 0.1785
O, -2.0983, 4.3742, 19.7087, -0.0441, -0.0155, 0.1252
O, 2.1795, -3.0893, 23.8735, -0.0368, -0.0123, 0.162
O, 7.2514, 1.0238, 33.1639, 0.038, -0.0057, 0.1128
O, 17.641, -1.3526, 35.8143, -0.0002, 0.0002, 0.0459
O, 5.9067, -5.7894, 23.9613, -0.0005, -0.0523, 0.1146
O, -26.0211, -7.6412, 25.7456, 0.0406, -0.029, 0.1042
O, -13.8838, 8.5319, 15.3519, 0.0091, -0.0083, 0.0406
O, -1.4787, 11.3383, 34.905, 0.0551, -0.0414, 0.1237
O, 0.0557, 19.0995, 28.33, 0.0365, -0.0078, 0.1218
O, -7.0722, 7.4352, 16.2897, -0.0452, 0.0359, 0.1065
O, -11.0075, -3.2304, 30.8233, -0.0567, 0.0298, 0.1409
O, -8.5173, 3.3502, 16.4464, 0.0462, -0.0389, 0.12
O, 4.9747, 0.5211, 35.1554, 0.0454, -0.0391, 0.1135
O, -0.1874, 16.2963, 18.3203, -0.0203, -0.0593, 0.1312
O, -9.2616, 1.6818, 28.4718, -0.0498, 0.0338, 0.1156
O, 2.3744, 9.0062, 32.406, -0.0482, 0.0365, 0.2047
O, -15.7027, -0.4214, 24.2353, -0.0271, -0.021, 0.1104
O, -11.7849, -6.3984, 26.7651, -0.0648, -0.035, 0.16
O, 0.6977, -2.0822, 20.1917, -0.0558, 0.0121, 0.1056
O, 14.6891, 5.3331, 30.0868, 0.0613, 0.035, 0.0988
O, 36.1353, 11.8395, 23.7622, -0.0338, -0.0419, 0.1338
O, -8.3635, 21.0912, 27.8033, 0.0002, 0.042, 0.1234
O, -20.4714, 23.3917, 21.4635, -0.0169, -0.0394, 0.109
O, -6.8495, 1.605, 21.281, 0.0118, 0.0428, 0.2002
O, 22.1387, -9.4401, 30.685, -0.0516, -0.0635, 0.1353
O, 8.5394, 13.1073, 27.1302, 0.0512, 0.0383, 0.123
O, -2.5589, 2.8225, 34.7256, -0.0231, 0.0475, 0.1355
O, 20.2989, 8.2104, 26.3079, 0.0424, -0.0106, 0.1878
O, -3.756, 2.0183, 17.8311, -0.0508, -0.0044, 0.1279
O, 1.7101, -7.1698, 29.9984, -0.0044, -0.0053, 0.0837
O, 20.5511, 1.678, 32.64, -0.0437, 0.03, 0.167
O, -13.3471, 1.8551, 20.2864, 0.0213, -0.0498, 0.0966
O, -1.5311, 8.2732, 21.8203, -0.0478, -0.04, 0.0876
O, -14.8402, 8.8426, 26.0314, -0.0094, -0.0059, 0.0895
O, 2.9193, -6.3852, 27.7347, -0.0175, 0.0281, 0.221
O, 12.3096, -4.7309, 29.1968, -0.009, 0.0335, 0.0783
O, 8.682, -12.1685, 28.4149, -0.0268, 0.0422, 0.1384
O, 17.2943, 21.1675, 29.5148, -0.0015, 0.013, 0.0843
O, 8.3293, 19.7612, 30.8911, 0.0387, -0.0283, 0.119
O, -0.6391, 35.7391, 28.9178, 0.0539, -0.0342, 0.1185
O, 25.944, 14.4987, 25.5041, -0.0581, 0.013, 0.1119
O, 10.398, 10.0902, 31.8709, 0.0105, -0.0013, 0.0873
O, -6.9694, 1.2563, 16.3678, -0.0327, 0.0442, 0.1414
O, 3.1521, 2.5259, 34.9306, -0.0428, 0.0409, 0.1048
O, 1.2218, -6.753, 35.6559, 0.0017, 0.0027, 0.0446
O, -7.8215, 5.8282, 25.3841, -0.005, -0.0311, 0.0915
O, -0.8611, 14.953, 24.2486, 0.0513, 0.0186, 0.1788
O, 17.8763, 14.3112, 32.1335, -0.0005, -0.0313, 0.0805
O, 11.676, -0.9254, 34.6163, -0.0537, 0.0326, 0.1171
O, -5.0877, 1.4528, 30.856, 0.0406, 0.0592, 0.1591
O, 7.9539, 4.45, 28.3995, -0.0413, 0.0616, 0.1163
O, 23.9619, 8.5518, 29.8881, 0.0388, 0.0266, 0.1118

Results
free energy: -155986.569 eV
free energy less fixed offsets of O -570.45, Si -639.56 eV per atom: 0.471 eV

The program warned: the cutoff lies below the one the program advises for these potential files; the forces do not sum to zero within the program's tolerance; empty levels may hold ghost states of the PAW files; the exchange-correlation potential is rough where the density is thin.
